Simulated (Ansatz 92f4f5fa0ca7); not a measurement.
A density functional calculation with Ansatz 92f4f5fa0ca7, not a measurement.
Periodic cell of 148 atoms, Si92O56, from a study of silicon, its oxide and their interface. The atomic structure is a simulated model.

Settings
functional: r2SCAN
potential files: Ansatz norm-conserving
basis: plane waves
wave-function cutoff: 1300 eV
density cutoff ratio: 4
exchange-correlation grid ratio: 1
k mesh: 2 x 2 x 1, shifted by 0.5 0.5 0.5 of a step
self-consistency stop: 5e-08 eV per atom in the density residual
occupations: Fermi-Dirac, 0.05 eV
spin: none
net charge: 0

Cell vectors (angstrom)
a 10.88 0 0
b 0 10.88 0
c 0 0 21.4498

Atoms: element, x, y, z (angstrom)
Si 0.2415 -0.198 0.1048
Si 2.3535 2.8745 0.3627
Si 0.2367 5.2718 -0.1343
Si 2.0761 8.7497 -0.9927
Si 5.6961 -0.4765 0.0198
Si 7.7132 3.0308 0.0651
Si 5.4236 5.0837 0.2217
Si 7.7476 8.2958 -0.1002
Si 1.1121 1.4374 1.5991
Si 4.0696 4.225 1.9369
Si 1.3648 7.0703 0.7791
Si 4.0408 9.2471 1.1458
Si 6.6079 1.3494 1.3857
Si 9.4333 4.3124 1.16
Si 6.7682 6.9171 1.4336
Si 9.5203 9.2661 1.2045
Si -0.2136 2.9741 2.6933
Si 2.9015 0.0081 2.5544
Si -0.0639 7.8667 2.6962
Si 2.2415 5.4842 2.5401
Si 5.3361 2.5973 2.8933
Si 8.3299 -0.2339 2.7201
Si 5.1945 8.1128 2.7885
Si 8.1645 5.2719 2.8296
Si 1.3674 3.8906 3.9758
Si 4.1421 1.1719 4.1299
Si 1.6379 9.3623 3.8962
Si 3.8812 6.6262 4.0685
Si 6.8221 3.9006 4.1662
Si 9.6062 1.2624 4.3176
Si 7.0807 9.3317 4.1778
Si 9.5623 6.7007 4.0887
Si 0.2691 -0.1919 5.1224
Si 2.6323 2.5122 5.53
Si 0 5.2271 5.5388
Si 2.5113 7.9976 5.4713
Si 5.7539 0.0486 5.451
Si 8.2505 2.5904 5.4546
Si 5.3238 5.4458 5.5317
Si 8.5249 8.1157 5.5501
Si 1.3912 1.0965 6.7846
Si 4.1307 4.0212 6.7262
Si 1.4352 6.6971 7.0206
Si 4.345 9.1859 6.668
Si 7.114 1.1658 6.8533
Si 9.4142 4.0195 6.7703
Si 6.8338 6.7676 6.8371
Si 9.8311 9.5888 6.6465
Si 0.0847 2.6831 8.021
Si 2.9473 -0.2665 7.8134
Si 0.0221 8.265 8.3187
Si 2.9319 5.3551 8.063
Si 5.5967 2.6915 8.3202
Si 8.3586 -0.3022 8.2236
Si 5.6415 8.1626 8.3525
Si 8.1364 5.3989 8.2195
Si 1.5382 3.9845 9.3909
Si 4.1479 1.0654 9.2319
Si 1.5379 9.4438 9.4473
Si 4.1551 6.8453 9.4498
Si 6.8109 4.132 9.5572
Si 9.7714 1.2357 9.3444
Si 7.1461 9.3706 9.7931
Si 9.5564 6.5571 9.7487
Si 0.3052 0.1223 10.5325
Si 2.578 2.2165 10.7128
Si 0.346 5.5122 10.8683
Si 2.6199 7.9188 11.1426
Si 5.803 0.2037 10.5433
Si 7.9366 2.3836 10.6922
Si 5.8393 5.8255 10.971
Si 8.0704 8.041 11.2465
Si 1.2258 4.2188 13.1942
Si 7.458 2.6916 18.5809
Si 12.7467 6.0648 15.6855
Si 5.3975 0.5267 13.4715
Si 13.6721 2.081 14.2554
Si 9.8872 9.8302 13.1909
Si 4.9156 6.427 16.2048
Si -6.3966 -1.3612 15.7878
Si 1.8406 -2.0971 14.2433
Si 3.9092 4.0502 12.6681
Si 10.9424 -0.8456 18.4974
Si 13.5908 2.9807 18.9558
Si 8.1949 -2.3669 18.2295
Si 1.307 5.4489 18.7373
Si 9.4261 -7.7952 16.2496
Si 7.7036 5.4899 16.9368
Si 4.1243 5.6397 19.08
Si 12.0998 1.5361 16.8589
Si 8.4895 1.5922 13.6244
Si 5.8301 10.7405 18.2768
O -0.0343 0.0103 -1.638
O -5.4652 -0.4546 -6.688
O 1.2633 3.9701 -0.3231
O 6.3518 3.9884 -0.4468
O 1.4083 -7.0442 -2.8223
O 0.0492 5.7203 -1.6683
O 1.8522 10.2257 -0.0781
O 1.406 9.0236 -2.6523
O 7.3225 -0.9502 -0.1588
O 2.8502 2.3036 -1.0908
O 1.2991 -5.9706 -6.7352
O 8.2784 2.5796 -1.4686
O 4.7927 6.0357 -0.9554
O 6.955 -1.3534 -3.4289
O 8.0611 7.9049 -1.6074
O 6.2239 12.3579 -2.9681
O -0.5137 -0.7599 11.7138
O 6.8684 1.3923 13.72
O 3.7 2.8107 11.6337
O 1.4796 1.051 11.2661
O -0.1274 4.553 12.289
O 1.1856 7.0441 10.9814
O 2.373 8.7191 12.658
O 11.1012 -1.6752 14.2161
O 5.4901 -0.2877 12.0575
O 2.5892 5.0448 12.6298
O 6.4782 1.6608 10.9761
O 8.7165 2.1365 12.1775
O 5.2736 4.6879 12.1057
O 6.8633 6.9231 11.5081
O 2.6508 6.0256 19.4355
O 8.8091 8.6015 12.6013
O 6.2459 5.5078 15.9212
O -1.3253 -1.4761 17.9577
O 3.7758 11.9904 13.3735
O 13.9515 -1.4571 15.1042
O 14.734 3.399 14.1733
O 16.0942 -2.8527 15.8875
O 7.8643 -3.7615 17.3363
O 8.8484 2.5618 14.889
O 11.3801 0.2673 17.2806
O 9.038 10.9379 13.9385
O 8.6624 13.1745 17.5271
O 12.86 12.3698 15.4425
O 2.4703 1.7919 17.8653
O 17.9698 -6.4875 18.2425
O 3.5431 -5.1113 15.5638
O -6.2156 -0.6115 17.2165
O 1.678 13.6205 13.1872
O 11.0583 2.8071 16.4856
O 12.2021 -4.7358 17.1995
O 5.261 -0.2759 19.8928
O 9.1412 -6.097 16.4301
O 1.5775 -3.3955 15.1198
O 4.826 6.616 17.9962
O 4.0798 4.0421 18.8994

Results
free energy: -36809.466 eV
free energy less fixed offsets of O -463.61, Si -117.95 eV per atom: 4.094 eV
pressure: -2.50 GPa
stress xx, yy, zz, yz, xz, xy (GPa, positive in tension): 3.05, 2.17, 2.28, 0.17, 1.21, 0.9

Forces (eV/angstrom), in the order of the atoms: element, x, y, z
Si 0.5466 0.4606 -2.0428
Si 0.2934 1.5598 -0.4927
Si 1.13 -0.676 1.0605
Si 0.3846 1.2296 -0.0894
Si 1.1656 1.4709 -1.1113
Si -0.9094 0.0456 -1.4146
Si -0.1216 2.8187 1.02
Si 1.5223 2.0979 0.7558
Si 0.1525 -0.7597 0.0574
Si -1.2506 -0.775 -2.3873
Si -0.5564 -0.3022 1.5602
Si -0.4446 0.214 -0.0743
Si 0.8791 -0.7757 0.0061
Si -0.6287 -0.9117 0.2361
Si -1.2058 -2.317 0.6411
Si 0.8613 -0.2503 0.5792
Si -0.9009 -2.0195 0.2521
Si -0.6247 -0.7882 -0.2364
Si 2.0461 2.0533 -2.0021
Si 1.7367 1.1782 0.3815
Si 0.9827 0.532 -0.2606
Si -0.6082 1.7029 -0.2936
Si 1.598 -0.0852 0.3435
Si -0.4133 1.9954 -0.6794
Si -0.3023 1.0482 1.8754
Si -0.4834 0.0904 1.3356
Si -1.1277 -0.3351 -1.2571
Si -0.6537 0.2951 -0.2398
Si -0.8872 0.5845 0.2392
Si 0.1394 -0.1512 -3.3559
Si -1.476 0.5163 -0.496
Si 0.0272 -2.0004 1.1747
Si 0.056 1.0731 1.3965
Si 1.384 0.6622 -1.4274
Si 1.1599 1.2581 -0.8608
Si 2.4912 -0.3539 0.28
Si -1.1769 -2.3841 -0.5058
Si -0.7293 0.2362 0.6822
Si 1.721 0.1188 -1.6812
Si -2.0715 -0.8314 -0.1011
Si -0.3921 0.2574 -0.2831
Si 0.3923 -2.2789 0.7709
Si -2.1956 0.247 -0.6844
Si -0.081 1.1875 -0.7691
Si -1.1292 1.1901 1.7475
Si 0.7616 -0.0663 1.0686
Si 0.633 0.4333 0.0706
Si -0.2464 -0.8186 1.431
Si -0.1302 0.1083 -0.2138
Si -0.5024 -0.305 1.1118
Si -0.3108 -2.4316 -0.6921
Si -0.4742 0.1449 1.5327
Si -1.0091 -0.8383 -2.2554
Si 0.9979 0.8885 -0.8583
Si 0.2488 0.3013 -0.7177
Si 0.7227 -0.1931 -0.3719
Si -0.3103 -0.2546 0.9865
Si -0.9407 0.7886 0.2509
Si 1.8715 0.3562 0.2166
Si 0.5279 -0.8391 2.6475
Si 0.8415 0.9245 1.2473
Si -3.1401 1.464 -0.3751
Si -1.1558 1.4662 -2.3227
Si -1.1555 2.2723 -0.6461
Si 1.5444 -1.1725 2.6115
Si -0.9817 -1.9795 -2.5222
Si 0.9619 0.2212 0.1284
Si -2.8699 1.4292 -0.3459
Si -0.0414 0.6624 0.8799
Si 1.1225 -0.7347 0.3906
Si -1.5223 -2.4747 -1.0935
Si 2.3489 -2.5081 1.2035
Si -0.0931 4.6173 1.3487
Si -0.0313 0.8525 -1.5182
Si 1.7643 -1.6532 -0.1822
Si 0.4847 0.1618 0.6545
Si 2.2637 1.4209 -3.0228
Si 0.2336 -3.6861 -0.169
Si 0.345 1.0811 2.7923
Si 3.3447 -0.222 -0.5811
Si -0.612 -0.2475 -1.4073
Si 0.0495 0.1066 0.2095
Si 2.5855 0.4578 -1.3603
Si 2.0459 0.4492 -1.5213
Si -1.3127 -1.4771 1.4793
Si -0.731 0.6562 -1.0997
Si 1.0849 0.6779 3.737
Si -2.4174 -0.8867 1.4842
Si 2.6328 0.5311 0.2639
Si 0.5818 3.8114 -0.5552
Si -3.0173 -1.3006 2.0842
Si -0.2825 -0.6094 2.8672
O -1.1883 0.8004 3.3469
O -0.4608 -0.3781 0.1542
O -0.0986 0.3721 1.8334
O 2.3228 -1.8313 0.3555
O -0.3964 1.5335 -0.4884
O 0.051 0.5681 -2.6626
O -1.2307 -1.8378 -1.3296
O -1.0324 0.0901 1.6044
O -1.8608 -1.5257 0.0039
O 0.5786 -1.154 1.4279
O -1.5708 -0.8971 -0.4207
O -1.1884 0.2261 1.4661
O 0.8849 -0.7483 0.8471
O -0.1902 1.4686 0.0963
O 0.7642 0.0635 -2.8855
O 1.704 0.7667 -1.3541
O 1.7178 2.0815 -1.3618
O -2.8768 -0.7111 -0.1741
O 0.9357 1.3864 0.6268
O 0.3566 1.1008 -0.5318
O 2.2956 1.3765 -0.5223
O -0.0838 -2.4905 1.0087
O 0.5642 -1.2308 0.0754
O -0.4453 1.9786 -1.6915
O -0.5018 -0.5432 1.2645
O -0.0207 -0.4993 -1.1146
O 1.0567 -0.4709 -0.9217
O 0.8643 1.2468 -1.4174
O 0.1709 1.9744 0.514
O 0.3801 0.7392 1.1708
O -3.4144 0.9575 -0.2864
O -0.3333 0.1075 0.9068
O 1.7946 0.4772 1.1023
O -0.484 -1.618 0.3046
O 1.442 -1.5338 1.7347
O -2.1118 0.6947 -0.3247
O -0.1153 -0.3168 0.7359
O -1.3534 -0.2999 -0.5884
O 1.1952 -0.5079 0.3005
O 0.3297 -0.4556 -1.968
O -2.0704 -4.0511 1.5352
O 0.4988 1.5314 -0.0546
O -0.1466 0.9488 -1.5602
O 0.8333 -0.911 -0.5669
O 0.501 0.6503 0.2687
O 1.3818 -0.8972 -1.581
O 0.1783 1.2664 1.3393
O 0.0089 0.8727 0.5947
O -0.8672 -2.7948 1.263
O -1.4068 -0.7385 0.0462
O -0.5158 -1.4732 1.735
O 0.0264 -0.5468 -1.4107
O -1.6223 -0.9658 -0.2376
O -0.0733 0.0532 -0.737
O -0.652 -1.5348 -2.8596
O -1.5357 -2.0892 -1.1396

The program warned: the forces do not sum to zero within the program's tolerance.
